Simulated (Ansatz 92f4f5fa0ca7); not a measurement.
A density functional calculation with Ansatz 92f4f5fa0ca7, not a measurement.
Periodic cell of 260 atoms, Si140O88H32, with a vacuum gap, from a study of silicon, its oxide and their interface. The atomic structure is a simulated model.

Settings
functional: r2SCAN
potential files: Ansatz PAW
basis: plane waves
wave-function cutoff: 800 eV
density cutoff ratio: 5
exchange-correlation grid ratio: 1
k mesh: 1 x 1 x 1, shifted by 0.5 0.5 0 of a step
self-consistency stop: 1e-11 eV per atom in the density residual
occupations: fixed
spin: none
net charge: 0
applied field: sawtooth along c, amplitude -0.015 V/angstrom in the program's sign convention, ramp centred at 0.9891 of c and 0.0219 of c wide, no dipole correction

Cell vectors (angstrom)
a	10.888	0	0
b	0	10.888	0
c	0	0	45.695

Atoms and the computed forces on them: element, x, y, z (angstrom), force x, y, z (eV/angstrom)
Si	0.3621	-0.6007	30.7927	-0.0057	0.0082	-0.0034
Si	2.1432	2.8213	30.5768	-0.0031	-0.0038	-0.0021
Si	0.028	5.1918	30.7647	-0.0016	0.0026	-0.0027
Si	2.1135	8.5156	30.7943	0.0074	-0.0087	-0.0099
Si	5.6369	-0.3061	30.7178	-0.0014	0.0007	-0.0141
Si	6.721	1.2842	32.0512	-0.0035	0.0011	-0.0032
Si	6.1346	5.1077	30.1342	-0.0036	-0.0025	-0.0176
Si	7.9559	8.4026	30.7434	0.0049	0.0017	-0.0059
Si	1.2562	1.2002	32.0124	0.0009	-0.0009	-0.0043
Si	3.8584	3.8917	31.8238	-0.0019	-0.002	-0.0007
Si	1.1987	6.7813	32.0641	-0.0036	-0.0019	-0.0024
Si	3.9713	9.4516	31.9431	0.0009	0.0047	-0.0018
Si	8.0377	2.642	30.7018	0.0036	-0.0015	-0.0055
Si	9.473	3.9233	32.0634	0.0009	0.0002	-0.0042
Si	6.8425	6.6639	31.8224	0.0022	0.0026	0.0041
Si	9.5059	9.469	32.109	-0.0026	-0.0054	-0.0024
Si	-0.0535	2.5911	33.4054	-0.0023	-0.0028	-0.0189
Si	2.7281	-0.0278	33.3729	0.0027	0.0009	-0.0147
Si	-0.107	8.0856	33.4863	0.0006	0.0005	-0.0183
Si	2.6728	5.3777	33.2763	-0.0019	0.0075	-0.0147
Si	5.3189	2.6897	33.2918	0.0017	-0.0025	-0.0193
Si	8.1356	-0.0162	33.4004	0.0069	0.0036	-0.0173
Si	5.3775	8.0047	33.2065	-0.0056	-0.0023	-0.0191
Si	8.1334	5.3791	33.3284	0.0043	-0.0044	-0.0086
Si	1.3343	4.0189	34.6733	0.001	-0.007	0.0091
Si	4.0514	1.339	34.7297	-0.0115	-0.0053	0.0001
Si	1.3269	9.4999	34.7189	-0.005	0.0074	0.0075
Si	4.0417	6.7322	34.6552	-0.003	-0.0081	0.0041
Si	6.7203	4.0548	34.6536	-0.0083	-0.0025	0.0102
Si	9.4699	1.3152	34.7868	0.0072	-0.0019	0.0032
Si	6.7452	9.4201	34.6158	-0.0012	-0.0037	0.0109
Si	9.4449	6.713	34.7747	-0.0023	0.0029	0.0048
Si	-0.0199	-0.0259	36.0994	0.0135	-0.0075	0.0159
Si	2.7008	2.7112	36.0709	0.006	0.0072	0.0148
Si	-0.0038	5.3892	36.0602	0.0096	0.0025	0.0188
Si	2.7196	8.1359	36.032	0	0.0069	0.0227
Si	5.4443	-0.0497	36.0161	-0.0014	0.0195	0.0291
Si	8.1106	2.7313	36.0551	0.0157	0.0005	0.0179
Si	5.4158	5.4302	36.049	0.0007	0.0126	0.0142
Si	8.1112	8.1423	36.0568	0.0157	0.0056	0.0164
Si	1.3399	1.3654	37.4289	-0.0179	-0.0104	0.174
Si	4.0716	4.0822	37.417	-0.0215	-0.0224	0.1783
Si	1.3601	6.7855	37.3977	0	0.0001	0.1796
Si	4.0713	9.5212	37.3908	-0.0266	-0.0239	0.179
Si	6.7897	1.3382	37.3974	-0.0283	-0.0251	0.1872
Si	9.5064	4.0713	37.4164	-0.0252	-0.0167	0.1855
Si	6.7737	6.8076	37.4198	-0.0525	-0.0543	0.1846
Si	9.4931	9.4986	37.4216	0.0203	0.0211	0.1724
Si	0.0013	2.7475	38.7831	-0.1185	-0.1855	0.3115
Si	2.7345	0.0222	38.7523	-0.0988	-0.0949	0.2984
Si	0.0176	8.1724	38.7532	-0.1224	-0.1242	0.2794
Si	2.7372	5.4634	38.7776	-0.0859	-0.0927	0.261
Si	5.4577	2.7352	38.7562	-0.149	-0.1202	0.2626
Si	8.171	0.0183	38.774	-0.0658	-0.1016	0.2482
Si	5.4449	8.2016	38.7679	-0.1333	-0.149	0.3118
Si	8.1908	5.4836	38.7556	-0.1921	-0.1487	0.3264
Si	1.3796	4.114	6.9521	0.1208	0.0976	-0.2263
Si	4.0783	1.4089	6.9211	0.0721	0.1008	-0.3191
Si	1.3797	9.5549	6.9123	0.1138	0.1048	-0.3084
Si	4.1005	6.8499	6.9313	0.1614	0.1075	-0.3428
Si	6.8371	4.1269	6.9009	0.1491	0.1892	-0.371
Si	9.5523	1.3778	6.9362	0.1263	0.1434	-0.3447
Si	6.7853	9.5856	6.9488	0.0944	0.067	-0.2234
Si	9.5698	6.8289	6.9373	0.0995	0.1705	-0.2702
Si	0.077	0.0605	8.2903	0.0194	0.0309	-0.1774
Si	2.7613	2.7762	8.3198	0.0198	0.0235	-0.1711
Si	0.0791	5.5104	8.325	0.0157	0.0319	-0.1753
Si	2.7612	8.2362	8.28	0.0205	0.0306	-0.1895
Si	5.4162	0.0916	8.3111	0.0192	-0.0056	-0.1786
Si	8.2138	2.7883	8.25	0.0284	0.0193	-0.1866
Si	5.4923	5.5036	8.2638	0.0154	0.0147	-0.1784
Si	8.2106	8.2352	8.2415	0.0119	0.011	-0.1708
Si	1.4526	1.3936	9.713	-0.0105	-0.0013	-0.0304
Si	4.1328	4.1802	9.6467	-0.0003	-0.0104	-0.0157
Si	1.4753	6.8906	9.6856	-0.01	-0.0161	-0.0267
Si	4.0376	9.6343	9.6855	0.0052	-0.0075	-0.0307
Si	6.7834	1.5218	9.5949	-0.0036	0.0015	-0.0268
Si	9.62	4.0978	9.6222	-0.0171	0.0013	-0.0168
Si	6.8614	6.889	9.592	-0.007	0.0072	-0.0195
Si	9.5736	9.6017	9.5879	-0.0133	-0.0081	-0.0192
Si	0.1287	2.7922	11.0394	-0.0078	0.002	-0.0056
Si	2.7528	0.0778	11.2147	0.0008	0.0046	-0.0031
Si	0.0864	8.2848	10.9572	-0.0039	0.0079	-0.007
Si	2.9009	5.5775	11.0814	0.0037	0.0059	-0.0031
Si	5.483	2.8875	11.0494	0.0084	0.0099	-0.0011
Si	8.1971	0.1682	10.8198	0.0086	-0.0021	-0.0123
Si	5.496	8.3031	10.909	0.0095	-0.0036	-0.0075
Si	8.2503	5.4961	10.881	0.0005	0.0044	-0.0104
Si	1.5394	4.1772	12.3888	-0.004	0.0024	0.0165
Si	4.2402	1.4809	12.5028	0.0023	-0.0014	0.0175
Si	1.1593	9.706	12.5294	-0.0033	-0.0038	0.0096
Si	4.3567	6.9531	12.4378	0.0027	-0.0039	0.0057
Si	6.8829	4.3178	12.3548	0.0003	-0.005	0.0158
Si	9.4935	1.481	12.2575	-0.0025	0.0009	0.012
Si	6.8586	9.7277	12.1711	-0.0017	-0.0022	0.0097
Si	9.6525	6.8145	12.1739	-0.001	0.0005	0.0106
Si	-0.6865	-0.2364	13.6837	0.0026	0	-0.0225
Si	2.7962	2.77	13.8349	-0.0047	-0.0028	-0.0262
Si	0.2032	5.6383	13.6217	0.0007	0.0021	-0.0034
Si	2.0468	8.2168	14.0689	0.0018	-0.0051	-0.0287
Si	5.9894	0.419	13.7157	0.0046	0.0008	-0.0209
Si	8.0865	2.7839	13.583	-0.0045	-0.0013	-0.0225
Si	6.1279	6.0994	13.7427	-0.0004	-0.0014	-0.0313
Si	8.2695	8.292	13.2795	0.0014	0.0022	-0.0087
Si	-10.0863	18.7283	26.5363	-0.0042	0.0026	-0.0326
Si	5.4819	15.0561	22.5084	-0.0014	0.0012	-0.0332
Si	3.3053	29.7122	27.9784	0.0019	-0.0012	-0.0277
Si	0.9159	15.9505	20.2969	-0.0018	0.0025	-0.0338
Si	14.176	22.948	25.9183	0.0024	-0.0003	-0.0361
Si	17.3851	12.2711	21.7795	-0.0025	-0.0048	-0.0387
Si	9.9322	7.0089	21.786	0.0064	0	-0.0344
Si	23.1431	15.6585	25.8723	-0.0015	-0.003	-0.0271
Si	-13.8561	32.0476	26.4824	0.0008	-0.0002	-0.0344
Si	13.5643	11.8169	17.7224	0.0008	0.0062	-0.0311
Si	15.6423	-2.9373	18.6985	-0.0014	-0.0005	-0.0315
Si	-1.1321	11.8447	28.5579	-0.001	0.0009	-0.027
Si	2.4767	7.6621	16.804	0.0001	0.0021	-0.035
Si	-5.5117	5.9899	27.1872	-0.0017	-0.0015	-0.036
Si	11.9127	10.5348	19.9438	0.0046	0.0018	-0.0346
Si	19.6426	11.4967	23.8881	0.001	0.0037	-0.0349
Si	10.1223	4.3457	15.3745	-0.0051	-0.0067	-0.0271
Si	3.6113	6.3279	21.0382	0.0025	0.0055	-0.036
Si	21.1151	3.2321	23.9608	0.0005	-0.0048	-0.0303
Si	15.0342	14.0675	16.6452	-0.0005	0.0029	-0.0288
Si	20.4366	8.8156	19.2042	-0.0031	0.002	-0.031
Si	5.0665	10.3938	27.8796	-0.0013	-0.0001	-0.0324
Si	-13.8872	-3.7212	26.1422	0.0027	-0.0035	-0.0334
Si	4.881	-4.9226	16.5704	0.0025	-0.0068	-0.0301
Si	-4.1696	21.2642	19.1385	-0.0039	-0.001	-0.0305
Si	-10.2373	1.5728	15.5767	-0.0052	0.0017	-0.0338
Si	-5.4777	11.4389	16.6106	-0.0012	0.0021	-0.0377
Si	4.2244	-6.9717	25.2613	-0.0006	-0.0072	-0.0305
Si	13.3104	-23.6979	22.1045	0.0016	-0.0063	-0.0248
Si	22.9719	2.2022	21.5533	0.0009	-0.0018	-0.0275
Si	-0.2938	6.3415	17.7325	0.0002	-0.0057	-0.0358
Si	1.3752	2.47	27.7416	0.0023	0.0032	-0.0288
Si	10.8479	19.9708	23.8848	0.0039	-0.0049	-0.0446
Si	8.1001	5.5423	23.4068	-0.0002	-0.0031	-0.0319
Si	-1.2808	6.9584	28.4966	0.0053	0.0002	-0.0318
Si	3.6551	-10.193	22.8236	0.0005	-0.001	-0.035
O	4.6461	-6.1965	30.6167	-0.0005	0.0019	0.0186
O	5.2777	-6.101	26.1175	0.0032	0.0078	0.0173
O	2.2579	-2.4235	26.867	0.0058	-0.0019	0.0105
O	8.751	3.6222	14.843	0.0091	0.0058	0.0106
O	9.7711	8.1053	20.6326	0.0008	-0.0099	0.0237
O	-10.9421	7.8256	27.9075	-0.0063	-0.0034	0.0147
O	2.3275	2.2219	29.0505	0.0056	0.0011	0.0248
O	-1.8564	0.1715	27.351	0.0095	0.0052	0.016
O	4.7051	3.5254	23.7725	-0.0057	0.0007	0.0259
O	1.4716	-1.5917	23.3657	-0.008	-0.0013	0.0152
O	-4.3076	5.1158	23.1871	0.0052	-0.0007	0.0119
O	17.9856	3.8006	30.0239	-0.0006	0.0002	0.014
O	-13.0886	1.6643	29.5573	-0.0068	0.0074	0.0176
O	11.1117	14.8646	25.0675	0.0097	0.0043	0.0122
O	6.5299	-0.5166	27.2565	-0.005	0.0002	0.0074
O	-7.4656	3.4608	15.1997	0.006	0.0013	0.0177
O	5.7214	-5.2584	15.245	-0.0068	0.0001	0.0192
O	5.6467	21.5671	15.1952	-0.0053	0.0018	0.0232
O	4.6163	17.9395	20.0206	-0.0057	-0.0098	0.0231
O	1.7198	12.5309	14.3557	-0.0013	0.0004	0.0148
O	1.1814	6.8381	14.2007	0.0058	0.0076	0.0072
O	21.894	-5.0637	21.4928	-0.005	0.0054	0.0201
O	-20.2691	25.8033	27.3051	0.0027	-0.006	0.0216
O	12.4602	-1.6472	20.7542	0.0054	-0.0037	0.0178
O	3.4155	-4.38	16.1602	0.0012	0.0033	0.0128
O	25.9006	24.3126	26.0747	-0.0015	-0.0023	0.0111
O	9.0769	4.2609	23.493	0.0016	-0.0019	0.0102
O	11.4009	11.7562	20.9003	0.0006	0.0068	0.0126
O	17.6936	9.4928	30.3178	-0.0004	-0.0006	0.0108
O	10.3957	11.4251	15.1154	0.0054	0.0043	0.0118
O	13.0889	8.7412	15.616	0.0019	-0.0037	0.0225
O	10.7091	13.0339	28.0284	-0.0027	-0.0038	0.0144
O	1.1499	-7.4186	20.5296	0.0002	-0.0086	0.0169
O	-7.3609	7.9206	13.4758	-0.0144	0.0098	0.0113
O	0.0722	19.6787	25.4645	0.0043	-0.0068	0.0218
O	0.3194	13.5965	22.7975	-0.0056	0.0039	0.0223
O	-19.3991	5.7363	20.1824	0.0036	-0.001	0.0126
O	9.6257	7.5991	18.119	-0.0018	0.01	0.016
O	1.8212	12.3579	26.5367	-0.0051	0.0036	0.0198
O	16.9341	16.5187	28.6087	0.0051	-0.0038	0.0334
O	-3.6314	18.1506	14.088	0.0004	0.0007	0.005
O	0.9487	6.3192	25.9995	0.0018	0.0032	0.0112
O	15.3059	15.9893	21.7183	0.0115	-0.0116	0.0099
O	5.5464	7.0678	17.5669	-0.0007	0.0087	0.016
O	9.8931	16.2968	16.5962	0.0033	0.0094	0.0228
O	11.9804	17.8893	17.2584	-0.0063	-0.0027	0.0111
O	13.5949	12.6525	22.0148	0.0052	-0.0037	0.0073
O	3.2006	22.4931	24.3767	-0.0014	0.0045	0.0285
O	4.0217	10.9664	26.8185	0.0081	-0.0068	0.022
O	13.1584	0.2919	19.1347	-0.0101	-0.0061	0.0266
O	15.4607	-1.9949	28.202	-0.0001	-0.0001	0.006
O	20.756	10.3402	23.5699	-0.0019	0.0015	0.0118
O	-2.5842	41.3888	26.2096	0.0004	0.0002	0.0105
O	7.7519	0.0691	25.0288	-0.001	-0.005	0.0212
O	13.4161	18.6811	29.3782	-0.0073	0.0034	0.0248
O	-7.8527	7.4591	22.0805	-0.0025	0.0026	0.0124
O	-7.606	8.2921	18.0696	0.0076	0.0018	0.0208
O	1.3339	0.8783	16.846	0.0091	-0.0043	0.0194
O	27.0131	0.9466	22.6805	-0.005	-0.0016	0.011
O	-2.1255	6.3577	27.2515	0.0064	-0.001	0.0179
O	1.1362	4.0888	30.2951	0.0007	0.0004	-0.0029
O	4.6797	15.4299	17.3113	-0.0005	0.0016	0.0085
O	3.9363	10.988	17.1306	-0.0047	-0.0001	0.0104
O	9.2184	-1.5052	14.1013	0.0006	0.0054	0.0082
O	-5.3536	9.2727	19.1701	0.0029	0.0012	0.0108
O	10.3457	18.6347	23.1502	0.0011	0.0044	0.0191
O	11.0357	13.9713	15.901	0	0.0006	0.0166
O	21.6037	-0.9447	19.0211	0.001	-0.0001	0.0094
O	3.5625	10.0912	22.2011	0.001	0.0041	0.0071
O	8.4921	17.2426	22.0681	-0.0052	-0.0048	0.008
O	17.4442	22.0064	17.703	0.0059	-0.0056	0.0252
O	-0.7265	5.7683	29.4333	0.0037	-0.0067	0.0173
O	-2.6962	-4.4018	24.715	0.0009	0.0083	0.0286
O	-4.6694	-7.8852	21.6139	-0.0001	0.003	0.0128
O	-1.3958	-8.9824	24.5124	0.0034	0	0.0006
O	3.1462	-8.3981	17.7306	-0.0027	-0.0042	0.014
O	27.1487	2.1567	16.3803	-0.001	-0.0021	0.0042
O	14.7628	28.291	27.4681	0.0006	0.0038	0.0147
O	13.6824	4.6647	25.1125	-0.001	-0.0006	0.0093
O	7.8787	1.0377	22.5798	0.008	-0.0042	0.0216
O	10.6874	-0.1258	29.3231	0.0043	-0.0059	0.0189
O	19.0248	9.599	19.176	0.0015	-0.002	0.013
O	-2.2378	7.9389	29.3445	-0.006	0.0039	0.0181
O	5.0961	0.3133	29.2914	0.0038	0.0004	0.0237
O	10.9335	-5.548	18.9626	0.0085	-0.0055	0.0179
O	6.5659	11.4624	20.3549	0.0003	0.0123	0.0271
O	6.3137	-3.7864	26.4892	-0.004	-0.0025	0.0123
O	-3.8154	1.6	14.0978	-0.0058	-0.003	0.0081
H	0.8266	3.5658	39.7155	-0.3099	-0.2483	-0.3029
H	-0.8105	1.9158	39.7155	0.3142	0.3112	-0.2171
H	3.5433	0.8568	39.6848	-0.2485	-0.3359	-0.2884
H	1.9129	-0.7998	39.6848	0.3126	0.2762	-0.2204
H	-0.8018	7.3482	39.6856	0.3867	0.3102	-0.2082
H	0.8333	9.0003	39.6856	-0.2641	-0.2605	-0.3002
H	3.552	6.2921	39.71	-0.2817	-0.2886	-0.2933
H	1.9129	4.6441	39.71	0.3077	0.3016	-0.237
H	6.2758	3.5606	39.6887	-0.2086	-0.2897	-0.3043
H	4.6199	1.9297	39.6887	0.3318	0.3127	-0.2108
H	8.9993	0.8335	39.7064	-0.2788	-0.2808	-0.3083
H	7.3297	-0.7836	39.7064	0.3268	0.3143	-0.2262
H	4.6253	7.3776	39.7003	0.2861	0.3366	-0.2235
H	6.2535	9.0364	39.7003	-0.2738	-0.3157	-0.2975
H	9.0227	6.2952	39.6881	-0.343	-0.294	-0.2919
H	7.3699	4.6609	39.6881	0.284	0.2757	-0.2097
H	2.2039	4.9333	6.0197	-0.2437	-0.3484	0.2457
H	0.5543	3.2958	6.0197	0.2497	0.2962	0.3155
H	4.916	2.2144	5.9887	-0.3067	-0.2552	0.2635
H	3.2695	0.5742	5.9887	0.218	0.3566	0.2931
H	0.564	8.727	5.9799	0.2538	0.3415	0.2975
H	2.2014	10.3768	5.9799	-0.2756	-0.3353	0.2342
H	4.9201	7.6739	5.9989	-0.3107	-0.3512	0.2085
H	3.2857	6.0212	5.9989	0.2211	0.3156	0.2978
H	7.658	4.9496	5.9684	-0.3701	-0.2778	0.2035
H	6.0189	3.3014	5.9684	0.2712	0.2447	0.3146
H	8.724	0.5626	6.0037	0.3558	0.2028	0.2949
H	10.3641	2.2095	6.0037	-0.3119	-0.2981	0.2108
H	7.6266	10.3874	6.0164	-0.4027	-0.187	0.2464
H	5.9768	8.7507	6.0164	0.2543	0.3438	0.3002
H	8.7379	6.0173	6.0049	0.3536	0.2054	0.3261
H	10.3892	7.6531	6.0049	-0.2918	-0.3599	0.2385

Results
free energy: -140244.515 eV
free energy less fixed offsets of H -15.71, O -570.45, Si -639.56 eV per atom: -3.795 eV

The program warned: the cutoff lies below the one the program advises for these potential files; the forces do not sum to zero within the program's tolerance; empty levels may hold ghost states of the PAW files; the exchange-correlation potential is rough where the density is thin.
